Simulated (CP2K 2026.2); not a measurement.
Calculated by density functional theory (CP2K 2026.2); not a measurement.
Periodic cell of 547 atoms, Si316O221N10, from a study of silicon, its oxide and their interface. The atomic structure is a simulated model.
Doubt: the forces sum to 3.85 eV/angstrom along one axis rather than to zero, so they err by at least 0.0070 eV/angstrom per atom on average; the grid cutoff is modest.

Settings
functional: PBE
method: Gaussian and plane waves
basis set: DZVP-MOLOPT-SR-GTH
pseudopotentials: GTH-PBE
grid cutoff: 350 Ry, relative cutoff 50 Ry
k points: Gamma only
occupations: fixed
spin: none
net charge: 0

Cell vectors (angstrom)
a 16.3305 0 0
b 0 16.3305 0
c 0 0 34.3128

Atoms and the computed forces on them: element, x, y, z (angstrom), force x, y, z (eV/angstrom)
Si 15.968 16 34.187 0.333 -0.051 0.556
Si 2.966 2.671 34.265 -0.321 -0.055 0.651
Si 15.767 6 0.058 0.031 -0.254 0.869
Si 2.182 8.373 34.201 0.307 -0.08 0.693
Si 0.334 10.894 0.167 -0.165 -0.028 0.694
Si 3.07 13.669 0.181 -0.214 0.041 0.702
Si 5.294 0.535 0.021 0.113 -0.28 0.809
Si 8.069 3.114 0.159 0.193 -0.348 0.682
Si 5.725 5.293 0.099 -0.352 0.204 0.66
Si 8.265 7.918 0.064 -0.014 0.254 0.693
Si 5.181 11.348 34.239 0.103 -0.466 0.728
Si 8.155 13.404 34.206 0.119 0.086 0.817
Si 11.176 16.113 0.261 -0.209 -0.008 0.738
Si 13.879 2.071 34.273 0.017 0.304 0.837
Si 10.458 5.659 34.267 0.381 -0.088 0.759
Si 13.62 8.198 0.459 -0.012 0.007 0.611
Si 11.46 10.358 0.056 -0.277 0.054 0.858
Si 13.279 13.81 0.179 0.128 -0.164 0.806
Si 1.328 1.211 0.995 -0.014 0.01 -0.028
Si 4.058 4.177 1.368 0.006 -0.013 -0.021
Si 1.149 6.924 1.433 -0.017 -0.018 -0.053
Si 4.043 9.508 1.028 -0.008 0.028 -0.063
Si 1.52 12.388 1.473 -0.011 0.007 -0.01
Si 4.3 15.154 1.413 0.048 0.038 -0.019
Si 6.888 1.493 1.378 0.015 0.035 -0.023
Si 9.572 4.175 1.536 0.047 0.053 -0.041
Si 6.792 6.826 1.482 0.022 0.01 -0.056
Si 9.585 9.464 1.259 0.022 0.024 -0.07
Si 6.807 12.226 1.397 -0.002 0.007 -0.086
Si 9.466 14.885 1.261 -0.009 -0.019 -0.064
Si 12.379 1.252 1.594 0.022 -0.006 -0.042
Si 14.883 4.001 1.072 0.006 -0.013 -0.037
Si 12.124 6.693 1.38 -0.031 -0.018 -0.049
Si 15.068 9.691 1.51 0.025 0.019 -0.076
Si 12.244 12.134 1.404 -0.025 -0.017 -0.026
Si 14.876 14.86 1.561 -0.032 0.012 -0.048
Si 0.015 2.672 2.463 0.015 -0.036 0.015
Si 2.701 0.059 2.613 0.005 0.008 0.007
Si 16.308 8.271 2.89 -0.027 0 0.028
Si 2.629 5.516 2.662 -0.027 -0.005 -0.009
Si 0.028 13.585 2.815 0.011 -0.01 0.013
Si 2.848 10.871 2.661 0.015 -0.02 0.044
Si 5.446 2.809 2.738 -0.001 0.011 0.032
Si 8.186 16.324 2.654 -0.015 -0.024 0.006
Si 5.345 8.237 2.619 -0.036 0.035 0.027
Si 8.149 5.481 2.864 0.005 0.003 0.014
Si 5.557 13.688 2.76 0.007 -0.027 0.008
Si 8.201 10.823 2.665 0.025 -0.007 0.002
Si 10.963 2.731 2.761 -0.003 -0.007 0.008
Si 13.67 16.268 2.973 -0.005 -0.022 0.026
Si 10.832 8.114 2.751 -0.018 0.007 0.012
Si 13.551 5.294 2.627 0.021 0.03 -0.003
Si 10.826 13.536 2.692 -0.004 0.033 0.027
Si 13.656 10.965 2.845 0.028 -0.007 0.021
Si 1.317 4.043 3.965 -0.015 -0.007 -0.024
Si 4.046 1.405 4.024 0.041 -0.034 -0.022
Si 1.445 9.59 4.126 -0.011 0.036 -0.005
Si 4.025 6.847 4.029 0.015 -0.001 -0.001
Si 1.4 15.02 4.063 0.003 0.004 -0.015
Si 4.151 12.265 4.051 0.002 -0.017 -0.012
Si 6.776 4.104 4.15 0.004 0.008 0.025
Si 9.544 1.355 4.038 -0.006 -0.007 0.018
Si 6.773 9.515 4.027 0.035 -0.003 0.012
Si 9.507 6.831 4.181 0.01 -0.002 -0.001
Si 6.871 15.028 4.111 -0.002 0.015 0.018
Si 9.496 12.21 4.084 -0.014 -0.001 0.007
Si 12.282 4.06 4.149 -0.001 0.025 0.018
Si 15.081 1.412 4.094 -0.002 0.034 -0.024
Si 12.254 9.502 4.07 -0.032 -0.016 -0.055
Si 14.9 6.753 4.024 -0.009 0.007 -0.047
Si 12.205 14.878 4.137 0.003 -0.013 -0.022
Si 15.012 12.274 4.207 0.002 0.003 0.041
Si 0.08 0.039 5.473 -0.011 -0.013 -0.005
Si 2.691 2.737 5.403 0.004 0.014 0.007
Si 16.296 5.411 5.375 -0.021 0.012 -0.015
Si 2.721 8.164 5.471 0.02 0.005 -0.002
Si 0.053 10.895 5.497 0.01 -0.013 0.011
Si 2.737 13.609 5.405 -0.019 -0.005 -0.019
Si 5.421 0.033 5.395 -0.012 -0.008 -0.02
Si 8.164 2.709 5.426 -0.009 0.016 0.007
Si 5.381 5.473 5.438 -0.002 0.004 0.013
Si 8.105 8.175 5.47 -0.002 -0.005 0.014
Si 5.463 10.894 5.434 -0.004 0.025 0.014
Si 8.182 13.624 5.447 0.006 0.021 0.016
Si 10.89 0.004 5.433 0.01 -0.015 -0.008
Si 13.68 2.728 5.477 -0.001 -0.038 0.021
Si 10.899 5.446 5.468 -0.026 0.019 0.002
Si 13.591 8.121 5.429 0.012 -0.011 0
Si 10.898 10.868 5.431 0.01 -0.024 -0.005
Si 13.619 13.612 5.527 -0.009 -0.003 0.012
Si 1.406 1.386 6.861 -0.005 -0.018 -0.001
Si 4.037 4.075 6.797 -0.018 0.001 -0.005
Si 1.321 6.771 6.776 0.007 0.006 -0.007
Si 4.086 9.515 6.813 -0.008 -0.019 -0.001
Si 1.391 12.271 6.832 -0.014 -0.004 -0.005
Si 4.078 14.988 6.762 0.024 0.001 -0.01
Si 6.772 1.376 6.775 0.005 -0.02 -0.009
Si 9.513 4.085 6.789 0.022 0.004 0
Si 6.754 6.793 6.821 -0.008 -0.003 0.005
Si 9.527 9.517 6.786 -0.033 0.008 -0.011
Si 6.787 12.284 6.786 0.024 -0.004 0.008
Si 9.535 14.997 6.793 0.002 -0.014 -0.012
Si 12.283 1.357 6.792 0.012 0.009 0.009
Si 14.999 4.106 6.851 -0.007 0.009 -0.009
Si 12.259 6.789 6.828 -0.013 0.01 -0.005
Si 14.992 9.483 6.775 0.026 0.001 -0.01
Si 12.268 12.203 6.828 -0.003 0.01 0.006
Si 15.009 15.018 6.824 -0.015 0.01 -0.001
Si 0.031 2.747 8.217 0.011 0.003 0.014
Si 2.776 0.001 8.202 -0.01 -0.034 -0.003
Si 16.318 8.142 8.173 -0.056 -0.011 -0.002
Si 2.643 5.388 8.158 0.018 -0.018 0
Si 0.024 13.628 8.187 0.012 0.01 0.004
Si 2.704 10.853 8.185 0.007 0.005 0.013
Si 5.403 2.691 8.171 0.007 0.02 0.004
Si 8.153 0.038 8.121 -0.005 -0.015 0.004
Si 5.388 8.117 8.19 0.002 0.005 0.029
Si 8.126 5.418 8.171 -0.005 0 0.002
Si 5.395 13.631 8.143 -0.016 0.006 -0.003
Si 8.162 10.905 8.081 0.02 0.013 -0.001
Si 10.904 2.749 8.119 -0.012 -0.011 -0.018
Si 13.666 0.053 8.191 -0.022 0.001 0.008
Si 10.895 8.146 8.159 -0.011 -0.029 0.004
Si 13.616 5.457 8.214 0.019 0.019 0.008
Si 10.913 13.637 8.113 -0.01 0.021 0.018
Si 13.657 10.839 8.165 -0.009 -0.019 0
Si 1.375 4.05 9.648 -0.007 0.041 0.003
Si 4.107 1.332 9.637 0.019 -0.018 0.022
Si 1.317 9.499 9.576 0.035 -0.012 -0.001
Si 3.985 6.711 9.523 -0.014 0.017 -0.009
Si 1.407 14.967 9.55 -0.003 -0.009 -0.01
Si 4.056 12.229 9.51 0.007 0.038 0.014
Si 6.753 4.04 9.537 -0.007 -0.025 -0.012
Si 9.508 1.437 9.463 0.022 0.032 -0.001
Si 6.802 9.535 9.41 0.025 0.013 -0.016
Si 9.528 6.777 9.506 0.002 0.007 0.01
Si 6.766 15.031 9.448 0.017 0.019 0.008
Si 9.518 12.277 9.405 -0.04 0.008 -0.017
Si 12.233 4.077 9.537 -0.035 -0.014 -0.002
Si 14.995 1.437 9.598 -0.017 0.013 0.016
Si 12.303 9.469 9.519 0.017 -0.029 0.019
Si 14.978 6.813 9.582 0.014 -0.01 -0.004
Si 12.279 14.996 9.473 0.048 -0.022 0.004
Si 14.996 12.236 9.534 -0.013 -0.008 -0.002
Si 0.105 0.069 10.879 0.013 0.018 -0.051
Si 2.755 2.686 11.052 0.003 0.009 -0.001
Si 16.294 5.427 10.957 -0.002 -0.016 -0.041
Si 2.629 8.045 10.905 -0.028 -0.017 0.024
Si 16.298 10.88 10.982 -0.032 0.024 0.007
Si 2.699 13.535 10.933 -0.006 -0.04 0.005
Si 5.527 16.313 10.998 -0.016 -0.007 0.027
Si 8.147 2.727 10.922 0.01 0.013 0.022
Si 5.312 5.312 10.892 -0.023 -0.025 0.008
Si 8.173 8.223 10.758 0.025 -0.031 -0.002
Si 5.466 10.859 10.787 0.008 0.002 0.039
Si 8.109 13.628 10.703 0.008 -0.026 0.007
Si 10.916 0.098 10.741 0.01 0 -0.005
Si 13.584 2.794 10.973 0.049 0.003 0.047
Si 10.841 5.389 10.914 -0.031 -0.021 -0.05
Si 13.622 8.127 10.999 0.019 -0.008 0.054
Si 10.924 10.938 10.694 -0.012 0.036 -0.005
Si 13.626 13.634 10.844 -0.037 0.04 -0.026
Si 1.411 1.306 12.429 -0.052 -0.016 0.029
Si 4.131 3.946 12.528 0.028 0.04 0.061
Si 1.274 6.714 12.397 0.017 -0.016 0
Si 4.105 9.423 12.061 -0.002 -0.008 -0.061
Si 1.327 12.219 12.401 0.004 0.064 0.021
Si 4.188 14.788 12.235 0.034 -0.029 -0.053
Si 6.904 1.387 12.42 0 -0.07 0.029
Si 9.438 4.103 12.348 -0.028 0.027 0.003
Si 6.719 6.816 11.943 -0.059 0.039 -0.051
Si 9.58 9.635 12.043 0.008 0.008 0.002
Si 6.833 12.251 12.107 -0.019 0.075 -0.07
Si 9.47 15.066 11.914 -0.027 0.003 -0.07
Si 12.199 1.382 12.249 0.013 0.024 -0.043
Si 14.882 4.21 12.397 0.044 0.084 -0.022
Si 12.225 6.677 12.289 -0.012 -0.035 -0.004
Si 14.913 9.567 12.406 -0.045 -0.017 0.041
Si 12.186 12.279 12.124 -0.025 0.028 0.03
Si 15.035 15.044 12.111 0.05 -0.016 -0.021
Si 16.181 2.724 13.668 -0.056 0.017 0.035
Si 3.005 16.2 13.62 0.024 0.062 -0.024
Si 16.245 8.117 13.803 -0.031 -0.056 -0.027
Si 2.647 5.324 13.819 -0.023 0.03 -0.016
Si 16.245 13.789 13.645 0.021 -0.038 -0.035
Si 2.797 10.644 13.512 -0.051 -0.011 0.006
Si 5.681 2.691 14.027 -0.024 0.114 0.068
Si 8.282 16.145 13.572 0.059 -0.059 0.054
Si 5.491 8.093 13.407 -0.012 -0.062 -0.003
Si 7.986 5.681 13.449 0.051 -0.028 0.034
Si 5.457 13.344 13.664 -0.025 0.034 0.089
Si 8.313 11.043 13.408 0.003 0.049 0.149
Si 10.729 2.6 13.673 -0.108 0.061 0.112
Si 13.673 16.329 13.49 0.048 -0.035 0.009
Si 10.837 8.197 13.357 0.045 -0.07 0.052
Si 13.434 5.446 13.959 0.017 -0.056 0.086
Si 10.768 13.782 13.246 0.003 0.05 0.07
Si 13.355 10.962 13.654 -0.046 -0.064 0.092
Si 1.168 3.932 15.176 0.12 0.148 -0.658
Si 4.741 0.678 15.119 0.118 0.146 -0.706
Si 1.821 9.017 14.938 -0.01 -0.038 -0.6
Si 4.17 6.797 14.886 0.157 -0.226 -0.208
Si 1.601 14.922 14.95 -0.249 -0.026 -0.645
Si 4.509 11.456 14.878 0.008 0.317 -0.742
Si 6.815 4.674 15.18 -0.203 -0.156 -0.198
Si 9.837 0.827 15.034 0.054 -0.137 -0.545
Si 6.936 9.557 14.53 0.183 -0.112 -0.385
Si 9.102 7.36 14.63 -0.233 0.145 -0.624
Si 6.939 14.694 14.862 0.194 -0.265 -0.327
Si 9.382 12.73 14.784 -0.201 0.029 -0.523
Si 12.151 3.614 15.201 0.115 0.122 -0.431
Si 14.512 1.606 14.99 -0.14 0.103 -0.778
Si 11.959 9.415 14.978 0.158 0.177 -0.558
Si 14.406 7.408 15.245 -0.148 -0.077 -0.772
Si 12.212 14.957 14.624 -0.018 -0.022 -0.216
Si 14.515 12.665 14.837 -0.248 0.175 -0.43
Si 0.166 0.307 17.032 -0.006 -0.009 -0.178
Si 9.125 9.612 16.571 0.101 -0.09 -0.511
Si 14.434 15.261 18.409 -0.303 0.105 -0.22
Si 5.122 8.603 19.959 0.196 0.067 -0.167
Si 1.574 13.188 23.665 -0.11 0.033 -0.116
Si 9.454 1.544 21.61 0.094 0.046 -0.18
Si 8.669 14.14 25.227 -0.079 -0.091 0.17
Si 7.41 6.962 29.501 -0.065 -0.122 0.219
Si 6.422 15.143 32.159 -0.054 0.087 0.18
Si 13.709 9.878 17.181 0.095 -0.171 -0.513
Si 16.189 8.708 29.988 0.004 0.127 0.283
Si 1.756 0.779 22.041 -0.114 0.091 -0.091
Si 4.377 1.227 23.526 0.082 0.01 0.038
Si 15.481 4.322 22.146 -0.03 0.088 -0.209
Si 3.342 2.451 17.007 -0.032 0.028 -0.172
Si 11.915 13.42 21.678 0.078 -0.075 -0.295
Si 13.733 2.002 22.516 0.145 -0.055 -0.218
Si 2.402 0.996 27.381 0.058 0.047 0.201
Si 9.756 5.169 16.651 -0.084 -0.357 -0.425
Si 14.033 2.89 25.425 -0.014 0.121 -0.016
Si 12.3 0.722 16.69 0.119 0.147 -0.429
Si 7.404 0.236 26.954 0.182 0.016 0.075
Si 2.685 12.65 16.942 -0.144 -0.125 -0.095
Si 10.513 12.778 18.909 -0.028 0.07 -0.274
Si 6.981 13.306 22.65 0.068 -0.046 -0.231
Si 12.441 4.453 17.936 -0.056 -0.071 -0.48
Si 12.073 12.657 16.493 0.023 0.184 -0.377
Si 11.302 10.4 22.318 0.152 0.153 -0.255
Si 7.153 8.732 26.88 0.126 0.153 0.288
Si 10.443 4.983 25.156 -0.057 -0.088 0.152
Si 9.374 2.498 26.778 -0.014 0.074 0.227
Si 0.573 10.786 25.482 0.043 -0.093 0.111
Si 4.804 4.997 17.339 0.083 0.295 -0.442
Si 3.276 6.205 19.499 -0.146 -0.081 -0.28
Si 8.452 2.754 17.158 -0.075 0.02 -0.472
Si 6.405 2.596 30.397 -0.203 0 0.087
Si 8.867 6.028 19.571 -0.048 -0.133 -0.242
Si 5.045 13.415 27.623 -0.007 0.013 0.131
Si 10.881 2.193 18.892 0.001 0.135 -0.224
Si 0.167 10.986 16.801 -0.07 0.059 -0.118
Si 10.66 15.726 23.509 -0.033 -0.036 -0.121
Si 3.402 12.661 29.84 0.071 0.066 0.268
Si 1.91 1.339 19.248 -0.046 0.036 -0.13
Si 3.439 1.334 30.277 0.138 0.143 0.376
Si 11.724 1.539 32.251 0.011 0.091 0.355
Si 15.164 7.736 27.417 0.042 -0.024 0.006
Si 8.098 11.469 26.565 0.159 0.015 0.065
Si 3.636 5.482 22.381 0.119 0.108 -0.209
Si 8.253 10.634 21.884 -0.023 -0.134 -0.304
Si 6.797 3.827 19.291 0.087 0.08 -0.366
Si 2.711 4.083 31.412 -0.007 -0.036 0.298
Si 13.165 8.533 23.904 -0.034 -0.087 -0.094
Si 9.746 11.406 32.201 -0.093 0.094 0.362
Si 12.199 10.458 19.519 -0.033 0.002 -0.381
Si 15.165 11.569 30.01 0.13 -0.055 0.364
Si 11.689 5.974 20.399 -0.036 0.024 -0.241
Si 3.241 3.291 25.654 -0.042 0.023 -0.02
Si 6.358 8.482 22.853 -0.002 -0.03 -0.17
Si 3.956 7.667 24.307 -0.098 0.001 -0.166
Si 15.483 13.244 32.619 0.113 0.297 0.313
Si 13.259 15.533 27.672 -0.061 -0.113 0.292
Si 1.205 10.842 28.454 -0.075 0.035 0.16
Si 11.342 15.942 30.128 -0.137 0.042 0.206
Si 1.247 4.964 24.037 0.008 0.103 0.032
Si 15.655 0.727 26.642 0.017 -0.017 -0.014
Si 11.178 3.72 22.468 -0.156 0.149 -0.174
Si 3.619 11.145 20.65 0.024 0.271 -0.28
Si 5.3 5.098 24.777 -0.045 -0.033 -0.161
Si 6.302 1.686 21.272 0.018 0.108 -0.116
Si 16.317 15.802 23.862 -0.018 0.067 -0.141
Si 9.793 3.701 32.006 -0.006 0.155 0.345
Si 4.226 12.055 23.535 -0.079 -0.045 -0.109
Si 5.508 15.124 20.623 -0.067 -0.021 -0.17
Si 7.921 12.561 17.202 0.006 0.177 -0.307
Si 14.244 7.004 21.654 0.107 -0.115 -0.255
Si 3.403 14.848 31.745 0.029 0.066 0.108
Si 13.163 5.929 25.76 0.096 0.046 0.042
Si 11.761 0.957 25.804 -0.04 -0.024 0.085
Si 14.271 15.457 21.466 -0.137 -0.2 -0.292
Si 5.957 11.296 31.167 -0.098 -0.007 0.206
Si 10.44 13.176 29.743 0 0.04 0.175
Si 14.147 10.42 26.247 -0.09 0 0.173
Si 7.88 8.866 19.283 0.123 -0.064 -0.353
Si 2.519 15.041 20.335 0.068 -0.011 -0.239
Si 7.594 12.883 29.116 -0.097 -0.024 0.305
Si 0.222 6.064 20.01 -0.006 0.121 -0.192
Si 4.651 15.854 25.939 0.063 -0.021 0.069
Si 8.414 4.186 29.19 -0.065 -0.028 0.207
Si 5.167 13.052 18.67 0.042 -0.225 -0.328
Si 1.077 7.867 25.242 -0.006 -0.087 0.076
Si 15.354 5.335 17.185 -0.129 -0.039 -0.297
Si 7.78 6.509 24.708 0.015 0.057 -0.117
Si 14.244 12.871 19.995 0.021 0.184 -0.011
Si 7.717 9.022 31.599 -0.097 -0.003 0.168
Si 5.551 5.183 31.412 0.13 0.058 0.205
Si 5.348 10.966 26.073 0.025 -0.039 0.041
Si 12.9 12.456 28.157 0.027 0.023 0.24
Si 1.16 6.581 31.978 0.189 -0.009 0.18
Si 1.013 12.601 20.603 -0.096 -0.113 -0.195
Si 8.192 0.193 30.052 -0.019 0.005 0.3
O 4.853 4.808 23.226 0.295 -0.367 -0.104
O 13.674 11.864 29.457 -0.314 -0.129 0.118
O 9.338 3.294 28.203 0.572 0.099 0.16
O 7.899 1.515 21.229 0.133 0.023 -0.164
O 10.617 4.845 32.846 0.587 0.028 -0.302
O 2.298 7.389 32.868 0.372 0.052 -0.51
O 7.196 9.859 22.83 -0.005 0.287 0.345
O 1.7 5.323 31.097 -0.174 0.043 -0.509
O 5.43 5.844 32.893 -0.041 0.663 -0.244
O 2.606 3.643 32.984 -0.058 0.365 -0.006
O 0.49 9.315 24.765 -0.104 0.038 -0.35
O 6.864 4.162 34.204 0.094 0.032 0.054
O 13.937 13.277 33.101 -0.149 -0.422 -0.321
O 13.462 13.93 27.771 0.208 0.124 -0.043
O 6.479 13.738 28.318 -0.01 0.559 -0.245
O 9.336 6.114 24.808 0.344 0.455 -0.323
O 5.793 8.175 21.37 -0.079 -0.543 0.055
O 5.929 11.306 32.789 0.575 0.071 -0.344
O 3.315 0.955 22.354 0.284 -0.16 -0.197
O 11.456 0.586 24.261 0.441 0.418 -0.132
O 1.213 11.887 24.532 -0.116 0.043 -0.01
O 7.912 11.617 28.17 0.102 -0.445 0.045
O 7.939 15.242 26.173 -0.23 -0.291 -0.086
O 3.971 14.676 20.943 0.066 -0.217 0.324
O 5.005 14.502 31.694 0.116 -0.389 -0.321
O 9.468 5.789 18.102 -0.098 0.139 0.151
O 7.726 0.078 28.524 0.067 -0.054 -0.172
O 3.186 13.279 23.721 0.228 0.453 0.195
O 4.138 1.593 33.851 0.092 0.073 -0.251
O 0.416 7.755 31.163 -0.094 0.086 -0.255
O 11.882 11.941 22.398 0.383 -0.068 0.322
O 6.286 3.729 31.556 0.398 -0.003 0.574
O 16.179 11.685 28.75 -0.198 0.287 -0.58
O 1.238 9.682 33.807 0.053 0.145 -0.493
O 7.461 15.366 30.944 0.312 -0.208 -0.169
O 15.002 6.815 16.643 -0.004 0.174 0.446
O 1.733 6.625 19.803 -0.163 0.508 0.292
O 10.703 9.622 16.093 0.084 -0.104 0.456
O 8.341 9.841 26.538 0.447 -0.082 -0.348
O 3.025 7.955 15.457 0.08 0.029 0.205
O 5.709 1.787 22.784 0.118 0.227 0.574
O 15.401 7.663 29.017 -0.364 -0.651 -0.126
O 5.773 10.477 15.289 0.059 -0.205 0.159
O 2.277 13.707 15.796 0.409 -0.283 -0.219
O 11.323 12.604 28.518 -0.315 -0.358 -0.552
O 10.417 1.551 20.288 0.142 -0.438 0.229
O 3.939 1.035 16.503 -0.303 -0.423 0.305
O 11.538 13.435 17.821 0.303 0.555 0.355
N 11.353 4.393 16.57 -0.125 0.176 0.127
O 3.735 13.373 17.953 -0.012 0.247 0
O 8.406 11.081 16.666 -0.028 -0.003 -0.297
N 8.2 8.673 15.421 -0.093 -0.07 0.267
O 2.259 4.775 22.794 -0.177 -0.519 -0.147
O 9.911 6.482 15.736 0.471 0.001 0.121
O 3.807 5.356 20.783 0.529 -0.41 -0.011
O 1.306 11.952 17.511 -0.114 0.155 0.436
O 4.691 6.536 25.187 -0.086 0.231 0.769
O 6.936 3.475 29.128 -0.246 0.161 -0.574
O 1.282 16.131 16.007 0.289 0.438 0.157
O 10.148 6.458 20.469 -0.158 0.445 0.619
O 9.704 0.201 22.477 -0.399 -0.389 -0.074
O 12.189 3.154 18.894 0.217 -0.171 0.287
O 9.655 3.009 18.225 0.038 0.339 0.307
O 0.195 4.792 21.004 0.216 -0.629 0.122
O 2.052 11.391 20.29 -0.264 -0.354 -0.134
O 0.967 14.567 24.232 0.093 0.001 0.429
N 11.278 16.184 15.559 0.016 -0.128 0.079
O 3.948 13.734 28.752 -0.241 0.545 -0.17
O 4.645 4.075 25.837 0.472 -0.018 0.366
O 7.183 2.672 18.171 -0.438 -0.487 0.158
O 2.694 8.143 25.204 0.34 0.52 0.467
O 10.654 12.279 15.756 -0.065 -0.328 0.174
O 1.443 1.738 20.754 -0.233 0.399 0.274
O 5.718 9.47 26.58 -0.634 -0.455 0.179
O 8.984 13.708 29.243 0.045 0.342 -0.118
O 8.858 1.456 16.252 -0.379 -0.253 0.14
O 12.555 15.972 26.291 0.06 -0.251 -0.512
O 14.066 6.641 26.923 -0.278 -0.298 0.372
O 7.063 12.337 30.557 0.239 0.203 -0.103
O 4.764 16.215 24.36 0.193 -0.213 -0.234
O 10.01 14.86 24.708 0.512 0.136 0.285
O 8.309 9.923 20.429 0.413 0.447 -0.014
O 8.259 5.761 28.791 0.227 0.27 -0.309
O 13.326 11.563 19.883 0.367 0.056 0.462
O 5.89 15.853 15.523 -0.234 0.006 0.358
O 9.7 3.649 25.692 -0.239 0.065 -0.318
O 6.553 14.544 21.703 0.248 0.219 0.189
O 12.186 5.737 18.871 -0.085 0.438 -0.031
O 1.592 15.587 21.535 -0.204 -0.498 0.268
O 14.746 2.959 21.666 0.025 -0.091 -0.378
O 14.693 16.291 27.711 0.416 0.086 0.379
O 1.079 9.378 29.145 0.662 -0.41 -0.025
O 7.617 1.565 30.698 0.337 0.014 0.422
O 11.693 9.776 20.871 -0.067 -0.528 0.01
N 8.295 4.217 16.209 0.19 -0.028 0.003
O 15.434 1.194 16.249 0.023 0.171 0.244
O 2.002 4.288 25.301 -0.177 0.005 0.45
O 13.383 16.098 17.477 -0.045 -0.275 0.174
O 7.828 13.863 23.887 -0.073 0.16 -0.139
O 1.038 12.905 22.176 -0.376 0.158 0.234
O 6.375 12.473 17.725 -0.229 -0.03 0.148
O 15.789 12.403 20.2 0.143 -0.19 -0.049
O 11.83 9.265 23.34 -0.501 -0.092 0.138
O 4.817 11.839 27.331 -0.18 -0.409 0.337
O 6.75 11.689 25.688 0.003 0.303 -0.604
O 3.664 11.549 16.274 -0.049 -0.195 0.583
O 15.322 10.008 30.544 -0.451 0.021 0.268
O 4.739 12.09 19.914 0.432 -0.225 0.233
O 15.49 7.161 20.6 -0.107 0.355 -0.255
O 7.904 7.305 19.701 -0.31 -0.037 0.542
O 15.826 15.298 17.607 0.186 -0.401 -0.232
O 15.626 11.972 15.857 0.363 0.377 0.202
O 5.927 4.95 18.506 0.347 0.249 0.438
O 3.974 12.416 33.957 0.116 -0.056 -0.127
O 9.028 12.443 33.22 0.026 -0.289 -0.287
O 11.244 1.034 17.858 -0.554 -0.522 0
O 11.488 14.636 22.648 0.009 -0.007 0.098
O 16.092 14.757 33.024 0.063 -0.09 -0.348
O 5.665 12.642 23.239 0.103 0.151 0.275
O 5.649 0.393 20.545 -0.273 0.14 -0.297
N 13.4 8.779 15.832 0.111 -0.05 0.266
O 10.773 0.76 33.324 -0.383 0.162 -0.246
O 14.722 15.827 19.922 0.153 0.264 0.037
O 7.393 8.421 33.081 -0.403 0.008 0.035
O 10.473 1.3 26.726 -0.078 -0.479 0.379
O 8.005 1.673 26.468 -0.412 0.348 -0.304
O 8.86 10.114 31.877 0.005 -0.031 0.06
O 0.261 7.551 26.626 0.195 -0.044 0.052
O 4.083 4.767 30.921 -0.089 0.117 -0.627
O 0.821 0.759 27.234 -0.007 -0.061 0.15
O 6.201 6.219 30.338 -0.108 0.038 0.018
O 0.142 5.769 32.938 0.159 -0.268 -0.364
O 12.757 7.011 21.005 -0.131 0.387 0.209
O 4.567 3.47 16.865 0.474 -0.162 -0.073
O 5.975 3.045 20.44 -0.678 0.207 0.116
O 14.239 8.236 22.708 0.302 0.475 0.187
O 8.032 4.676 19.955 0.085 -0.163 0.636
O 6.302 9.142 18.97 -0.302 0.241 -0.453
O 15.36 15.273 22.658 0.169 -0.235 0.054
O 1.094 9.818 16.17 0.09 -0.188 0.319
O 2.816 2.509 26.986 -0.068 0.405 0.42
O 9.031 4.253 30.697 -0.304 0.286 0.051
O 0.653 1.235 18.248 -0.189 0.401 0.294
O 12.954 11.303 16.786 -0.098 0.06 0.145
O 3.482 7.025 22.881 -0.192 0.518 -0.112
O 3.577 2.243 24.479 -0.243 -0.149 -0.261
O 13.967 4.491 17.353 -0.083 -0.12 -0.19
O 0.855 6.526 24.328 -0.284 0.173 -0.063
O 12.953 2.326 32.954 -0.183 0.235 -0.557
O 3.401 5.459 18.045 -0.495 -0.196 -0.22
O 13.936 4.522 25.386 0.49 -0.137 -0.037
O 6.905 5.145 24.873 0.169 -0.61 0.159
O 4.861 14.279 26.271 -0.162 -0.11 -0.7
O 12.248 2.553 22.529 -0.182 -0.327 0.264
O 14.618 7.135 33.993 0.119 0.117 -0.663
O 3.767 11.187 22.253 -0.219 -0.333 0.281
O 2.397 11.637 29.154 -0.105 0.012 0.1
O 1.653 13.825 19.749 -0.14 0.101 -0.533
O 4.299 11.119 24.861 -0.34 -0.161 0.108
O 0.773 0.824 23.321 -0.181 0.676 0.447
N 13.02 2.14 15.809 -0.062 -0.048 0.151
N 8.074 13.561 15.759 0.062 -0.026 0.177
O 15.277 10.177 17.564 0.23 -0.087 0.659
O 0.059 4.643 16.153 -0.051 0.171 -0.062
O 8.964 12.965 18.416 -0.158 0.175 0.49
O 2.913 2.401 18.567 0.038 0.229 0.438
O 2.1 2.935 16.082 0.038 -0.323 0.037
O 16.062 5.509 18.593 0.341 0.003 0.402
O 10.892 11.19 18.877 -0.377 -0.319 -0.15
N 13.104 13.633 15.498 0.07 -0.055 0.173
O 9.749 2.96 22.353 -0.333 0.355 0.397
O 6.448 9.765 30.885 -0.09 -0.138 -0.54
O 15.419 11.313 25.832 -0.293 0.626 -0.255
O 6.04 0.185 32.921 0.218 0.161 -0.163
O 2.555 2.656 30.642 -0.488 -0.282 -0.508
N 13.522 13.889 21.216 0.025 -0.09 0.165
O 2.731 14.644 33.213 -0.51 0.194 -0.328
O 8.788 2.926 33.02 -0.229 -0.544 -0.31
O 11.621 5.528 26.152 -0.011 0.061 0.622
O 8.921 9.002 18.052 0.323 -0.088 0.302
O 14.418 5.539 22.342 -0.327 -0.174 0.346
O 14.126 13.683 18.587 -0.195 -0.206 -0.139
O 3.178 16.277 26.436 -0.387 -0.444 -0.34
O 9.715 10.523 22.538 -0.173 0.192 0.691
O 13.667 9.647 24.935 0.135 0.133 -0.076
O 12.901 9.4 18.512 -0.013 -0.553 0.408
O 10.87 13.361 20.387 -0.064 0.182 0.465
O 11.198 4.643 23.772 0.495 0.383 -0.049
O 15.169 2.273 26.413 0.11 0.551 0.351
O 5.01 1.785 30.192 0.238 -0.14 -0.1
O 5.801 0.337 26.739 -0.317 0.432 0.456
O 9.008 12.714 25.997 0.545 -0.032 -0.057
N 5.366 5.77 15.886 0.065 0.124 0.025
O 7.429 7.51 25.9 -0.195 -0.283 0.133
O 2.666 16.231 19.255 0.239 -0.131 -0.409
O 5.806 14.447 19.184 0.197 0.447 -0.118
O 13.543 0.501 21.94 -0.605 0.197 0.301
O 16.166 11.963 33.354 -0.025 0.143 -0.152
O 7.037 8.056 28.359 -0.134 0.379 -0.011
O 12.595 2.336 25.912 -0.334 0.316 0.2
O 11.634 4.586 21.199 0.451 -0.278 -0.137
O 12.214 14.964 34.028 0.054 0.01 -0.233
O 9.813 0.176 30.095 -0.135 0.159 0.119
O 16.259 4.156 23.565 -0.296 -0.23 0.59
O 12.599 9.229 33.979 -0.111 0.052 -0.546
O 4.54 11.714 30.528 -0.323 -0.056 0.021
O 4.327 7.395 19.28 0.249 0.117 -0.036
O 11.111 10.952 32.908 0.45 0.244 -0.436
O 13.061 11.405 26.929 -0.281 -0.163 -0.262
O 15.596 16.231 25.239 -0.487 -0.059 -0.152
O 14.61 9.255 27.265 0.119 0.308 0.493
O 12.219 0.416 31.216 0.728 -0.116 -0.096
O 2.893 0.759 28.888 -0.149 -0.319 0.002
O 12.979 7.077 24.606 -0.033 -0.225 -0.044
O 5.111 8.719 23.871 -0.115 0.513 0.105
O 14.312 2.149 24.012 0.134 -0.464 0.185
O 2.687 13.662 30.896 -0.432 -0.071 -0.122
O 11.222 14.371 30.492 0.32 -0.141 0.293
O 7.318 7.252 23.326 0.147 -0.452 -0.246
O 7.814 12.193 21.799 0.27 0.082 -0.426
O 9.369 6.815 33.871 -0.211 -0.065 -0.164
O 3.221 0.071 31.299 -0.014 0.356 0.338
O 3.956 9.672 20.156 -0.465 -0.047 -0.041
O 14.957 0.917 33.764 0.158 0.185 -0.248
O 8.214 7.825 30.628 0.596 -0.153 -0.083
O 7.108 14.194 33.257 -0.162 0.12 0.066
O 12.213 16.058 28.786 0.097 0.364 -0.217
O 1.426 10.677 26.864 0.575 -0.089 -0.254
O 10.161 12.017 30.795 0.082 -0.377 -0.341
O 10.868 2.637 31.462 0.323 -0.009 -0.416
O 15.522 12.765 31.069 0.116 0.147 -0.591

Results
total energy: -133400.939 eV
total energy less fixed offsets of N -271.95, O -438.35, Si -107.03 eV per atom: 15.391 eV
